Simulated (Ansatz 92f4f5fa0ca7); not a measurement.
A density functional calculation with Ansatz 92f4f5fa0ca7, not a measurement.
Periodic cell of 252 atoms, Si144O100N8, from a study of silicon, its oxide and their interface. The atomic structure is a simulated model.
Doubt: the cutoff is far below the 930 eV that the study's wrapper takes by default for these files, so forces and energies are approximate.
This geometry differs little from another in the collection (a relaxation step or a small displacement).

Settings
functional: PBE
potential files: Ansatz PAW
basis: plane waves
wave-function cutoff: 580 eV
density cutoff ratio: 5
exchange-correlation grid ratio: 1
k mesh: 1 x 1 x 1, Gamma-centred
self-consistency stop: 5e-08 eV per atom in the density residual
occupations: fixed
spin: none
net charge: 0

Cell vectors (angstrom)
a  10.938  0  0
b  0  10.938  0
c  -2.638  -4.898  34.7417

Atoms: element, x, y, z (angstrom)
Si  -1.4062  -5.8164  27.0666
Si  1.2042  -3.1247  27.4899
Si  -1.0968  -1.0077  27.4169
Si  1.9621  -9.3077  26.8623
Si  -6.5437  -6.4948  27.3233
Si  -3.829  -3.7338  27.113
Si  4.0218  -0.7397  27.5013
Si  -4.1969  -8.5767  27.3701
Si  0.0766  -4.8345  28.6147
Si  2.7732  -2.096  28.8727
Si  0.1555  -10.2278  28.4029
Si  2.8283  -7.7136  28.523
Si  -5.3763  -4.8486  28.5388
Si  -2.678  -2.2278  28.6115
Si  5.6448  0.6029  28.5723
Si  -2.5516  -7.434  28.5442
Si  -1.3049  -3.5403  30.0055
Si  1.3647  -0.6557  30.0066
Si  -1.2596  -8.9474  29.8706
Si  1.4595  -6.2918  29.9005
Si  4.2057  -3.5492  29.9932
Si  6.9431  -0.8028  29.9552
Si  4.2036  1.9085  29.9552
Si  -4.0067  -6.1988  29.9542
Si  -2.638  -4.898  31.3234
Si  0.0965  -2.1635  31.3234
Si  -2.638  -10.367  31.3234
Si  0.0965  -7.6325  31.3234
Si  2.831  -4.898  31.3234
Si  5.5655  -2.1635  31.3234
Si  2.831  0.571  31.3234
Si  5.5655  -7.6325  31.3234
Si  1.3673  -1.3673  3.418
Si  4.1018  1.3673  3.418
Si  1.3673  4.1018  3.418
Si  4.1018  -4.1018  3.418
Si  6.8362  -1.3673  3.418
Si  -1.3673  1.3673  3.418
Si  6.8362  4.1018  3.418
Si  -1.3673  -4.1018  3.418
Si  2.56  0.1439  4.7046
Si  5.5381  2.6564  4.7249
Si  2.858  5.3406  4.7479
Si  5.406  -2.6442  4.8582
Si  -2.626  -0.1214  4.855
Si  -0.0424  2.7957  4.7413
Si  8.2447  5.4513  4.796
Si  -0.07  -2.7052  4.8973
Si  1.1276  1.3474  6.1342
Si  4.1774  3.8678  6.1678
Si  1.4254  -4.2065  5.956
Si  3.9243  -0.9771  6.1307
Si  -3.9516  1.3754  6.054
Si  -1.2353  4.1758  6.2011
Si  6.7762  -4.251  6.1436
Si  -1.4669  -1.4306  6.5986
Si  -0.2334  0.3619  7.8895
Si  2.4964  2.7321  7.3801
Si  0.4773  -5.7101  7.5324
Si  2.7999  -2.7932  7.1482
Si  5.53  0.3129  7.5442
Si  -2.5089  2.6504  7.4048
Si  5.8587  4.832  7.473
Si  -3.0598  -3.0683  7.8746
Si  -1.2708  -6.2653  32.6907
Si  1.4637  -3.5308  32.6907
Si  -1.2708  -11.7343  32.6907
Si  1.4637  -8.9998  32.6907
Si  4.1982  -6.2653  32.6907
Si  6.9327  -3.5308  32.6907
Si  4.1982  -0.7963  32.6907
Si  6.9327  1.9382  32.6907
Si  0.0965  -4.898  34.0579
Si  2.831  -2.1635  34.0579
Si  0.0965  -10.367  34.0579
Si  2.831  -7.6325  34.0579
Si  5.5655  -4.898  34.0579
Si  -2.638  -2.1635  34.0579
Si  5.5655  0.571  34.0579
Si  -2.638  -7.6325  34.0579
Si  1.3673  1.3673  0.6835
Si  4.1018  4.1018  0.6835
Si  1.3673  -4.1018  0.6835
Si  4.1018  -1.3673  0.6835
Si  6.8362  1.3673  0.6835
Si  -1.3673  4.1018  0.6835
Si  6.8362  -4.1018  0.6835
Si  9.5708  -1.3673  0.6835
Si  0  0  2.0507
Si  2.7345  2.7345  2.0507
Si  0  -5.469  2.0507
Si  2.7345  -2.7345  2.0507
Si  5.469  0  2.0507
Si  8.2035  2.7345  2.0507
Si  5.469  5.469  2.0507
Si  8.2035  -2.7345  2.0507
Si  7.3847  8.4295  16.5389
Si  1.1943  7.2159  9.6631
Si  3.7292  4.9734  14.1258
Si  8.182  0.669  25.2559
Si  12.2748  -0.6103  22.2242
Si  -0.5147  -2.6362  23.1106
Si  -0.412  -6.6338  21.4123
Si  5.2379  -2.4308  8.4787
Si  -0.5547  5.0688  10.4792
Si  5.151  2.4682  13.2554
Si  -2.8521  -0.649  18.7819
Si  -4.7563  1.5182  10.4456
Si  0.28  2.5933  11.9223
Si  0.308  -0.9728  10.5861
Si  12.7157  0.4461  19.5415
Si  0.0238  5.6091  24.286
Si  -9.2313  -5.7732  19.4348
Si  5.9113  6.2911  9.9771
Si  -3.343  -8.4622  14.9605
Si  2.0629  -1.4802  13.0515
Si  3.4152  6.9842  11.7815
Si  7.1507  10.409  14.4019
Si  3.8605  7.114  18.8163
Si  -0.6748  1.1576  17.6054
Si  8.9316  -2.9854  20.4525
Si  2.9785  1.488  23.8666
Si  6.4444  -4.4581  20.1614
Si  -1.8537  1.0259  10.2147
Si  -9.5491  4.9315  16.2559
Si  7.3614  -1.0004  11.4674
Si  3.111  -12.109  17.3706
Si  -0.257  2.59  14.9636
Si  -1.5489  -3.256  10.4903
Si  4.7272  -4.1926  16.0502
Si  8.2531  3.5095  17.7104
Si  4.1491  -1.2248  11.0034
Si  2.1923  1.0524  9.9569
Si  2.8321  -4.7412  25.2365
Si  9.528  0.1647  22.9253
Si  8.5339  6.3812  18.0497
Si  2.1853  2.9223  21.3005
Si  4.2393  -0.0462  14.7227
Si  5.5629  -11.0293  23.5992
Si  -3.9376  0.8579  21.1597
Si  7.6541  4.1539  9.7152
Si  5.024  8.301  25.0624
Si  1.8586  -3.0482  15.5605
Si  -3.5052  -7.1933  20.591
N  3.2569  8.6831  12.066
O  -2.7728  -2.4087  11.1681
O  4.9208  6.7077  11.1949
O  1.6781  -5.3615  24.249
O  -2.6593  -4.8129  26.6696
O  -1.2206  -0.4532  10.5311
O  3.8674  8.6511  18.2893
O  4.3006  -3.4337  7.5617
O  -2.0715  -11.3796  26.2175
O  -4.9312  7.7019  16.1363
O  6.6152  2.9967  13.7692
O  2.9183  0.3101  26.9125
O  2.1132  1.9624  25.2149
N  0.3279  5.8061  9.168
N  -1.5587  1.4877  8.5182
O  4.5241  1.532  14.4407
O  9.3165  1.1697  24.1941
N  -4.4212  7.6229  9.0814
O  -0.5054  7.1669  24.2698
O  -0.5109  -5.9917  22.9062
O  9.1247  2.7751  14.5296
O  2.6615  4.2191  20.4048
O  -6.6406  6.1762  17.5293
O  2.6707  -6.3845  15.3011
O  -4.1746  -19.4135  21.3233
O  4.1596  3.7507  13.1469
O  7.1251  -1.6398  17.9072
O  -1.8924  -3.5762  8.9007
O  3.3227  0.1654  10.7668
O  2.4483  0.1095  23.1542
O  2.9247  2.71  22.7542
O  5.4242  1.1489  9.0062
O  7.1772  -5.4763  10.5528
O  -3.5527  -3.3361  20.89
O  -1.1297  1.9562  11.3648
O  0.0746  -2.0656  26.8749
O  -1.4942  6.973  19.2534
O  6.9464  0.0113  24.4443
O  -1.3045  -4.6625  11.2968
O  5.5591  -0.8638  14.2188
O  0.506  2.3304  13.5322
O  8.5851  -3.5757  16.7663
O  5.7165  -1.1872  11.4457
O  1.0072  -2.0637  22.8889
O  2.3897  -4.2904  19.345
O  0.9778  -0.7173  12.0746
O  11.3344  0.883  18.7963
O  -4.5058  -3.2523  25.6686
O  1.0688  6.5382  16.0346
O  9.0108  -7.0237  20.9767
O  1.6618  -0.7835  20.6296
O  2.0268  -14.7013  26.24
O  -3.0354  -1.6354  15.2957
O  4.0104  -3.8263  24.5674
O  7.3605  0.8827  15.1685
O  0.2061  -6.9597  15.681
O  9.5013  2.5272  17.9877
O  -3.6078  -7.7574  16.4087
O  -2.5067  -10.4459  21.8075
O  4.901  6.958  20.0624
N  0.9455  0.0253  9.2755
O  7.8551  -0.5671  12.957
O  4.4611  -1.7198  26.2784
O  1.3292  -2.5172  14.0973
O  3.474  -3.3203  15.4483
O  5.1486  -5.6757  8.931
O  5.5469  -7.5728  26.8159
O  0.5685  3.0101  21.5465
O  4.1443  -1.8472  9.5035
O  -4.3565  -5.8601  20.9915
O  1.5292  3.9878  7.7715
O  2.8612  -0.3606  13.9215
O  2.4892  1.6467  20.3557
O  2.8782  1.9764  8.799
O  7.0181  2.9061  10.5018
O  0.2511  4.1995  11.5948
N  0.0797  -2.6423  10.4152
O  -4.7594  -1.2127  7.8513
O  3.5881  -5.9739  25.9844
O  9.0162  4.9375  17.5486
O  8.9781  -1.4591  19.8943
O  9.4293  -1.3886  23.4737
O  9.1254  -0.0083  17.6989
O  -3.9398  -4.6511  18.6257
O  5.0189  -5.3795  14.9641
O  2.77  0.0491  18.3513
O  0.2764  5.2304  20.2369
O  4.5315  1.046  24.2072
O  4.0752  -11.3834  16.282
O  -1.0154  -3.2551  21.6926
O  -0.5917  -6.0828  25.6245
O  5.137  -1.6615  23.7629
O  7.2671  3.4861  18.9921
O  3.117  6.1002  13.111
O  0.0415  -10.5607  22.269
O  1.8425  8.1424  8.4943
N  7.2556  3.8817  8.0606
O  1.5657  2.0116  11.1169
O  -1.6599  4.1124  9.7529
O  7.1047  0.3921  19.5893
O  1.7639  9.0942  16.6821
O  -5.6851  1.6903  11.8055
O  5.8004  0.1365  21.9943
O  1.5627  4.6276  17.8719
O  2.3285  -4.3587  10.6471
O  -0.0768  -9.5834  16.0707
O  -3.3151  -8.9862  26.0467
N  -3.4439  0.4335  10.5256

Results
free energy: -151495.379 eV
free energy less fixed offsets of N -385.13, O -568.88, Si -635.61 eV per atom: 1.501 eV

Forces (eV/angstrom), in the order of the atoms: element, x, y, z
Si  -0.0362  0.0113  0.0517
Si  0.0028  -0.026  0.0568
Si  -0.0183  -0.0003  0.0779
Si  0.1104  0.0583  0.3315
Si  -0.0061  0.0211  0.0582
Si  -0.035  0.0379  0.0056
Si  0.0329  0.0143  0.1064
Si  -0.0323  -0.0025  0.0359
Si  0.0078  0.0206  0.0034
Si  -0.0192  0.0223  -0.0035
Si  -0.0679  -0.027  -0.0742
Si  -0.0123  -0.039  -0.1109
Si  -0.0039  -0.0183  0.0042
Si  0.0277  0.0214  0.0101
Si  -0.0272  -0.0123  -0.012
Si  0.0222  -0.0166  0.0092
Si  0.0186  -0.0077  -0.0119
Si  0.0645  -0.0135  -0.0113
Si  0.0185  0.0583  -0.0197
Si  -0.0279  0.0047  0.0001
Si  -0.0082  0.0179  -0.0143
Si  -0.008  0.0073  -0.0219
Si  0.0097  -0.0165  -0.0238
Si  0.0011  -0.0019  0.0083
Si  -0.1742  0.0216  0.5795
Si  -0.377  0.3169  0.123
Si  0.2941  0.1127  -0.4027
Si  -0.0122  -0.0157  -0.259
Si  -0.02  -0.4479  -0.1139
Si  0.0344  0.0532  0.0906
Si  -0.0292  0.2446  0.4149
Si  0.0196  0.0886  -0.2111
Si  -0.6304  -0.2806  0.1181
Si  -0.224  0.1354  -0.4523
Si  0.3922  -0.2878  -0.3576
Si  0.2604  0.1913  0.2164
Si  0.1968  -0.2344  0.4086
Si  -0.1222  -0.2043  0.1391
Si  0.2712  0.0441  -0.1031
Si  -0.0051  0.2674  0.2584
Si  -0.0247  0.028  -0.0185
Si  -0.0109  -0.0138  0.0023
Si  -0.0266  0.0448  0.0046
Si  -0.0255  0.027  -0.0286
Si  -0.0139  -0.0353  -0.0024
Si  0.0135  -0.0152  0.0046
Si  0.0101  0.0643  -0.048
Si  -0.0028  0.0095  -0.008
Si  -0.0204  -0.0309  0.012
Si  -0.0383  -0.0706  -0.0354
Si  0.0597  0.0056  -0.0136
Si  0.0168  -0.0338  -0.0021
Si  0.0362  0.0219  0.0435
Si  0.0614  -0.0143  0.0106
Si  -0.0867  -0.2423  0.0617
Si  -0.002  -0.01  -0.089
Si  0.0477  0.0774  -0.0691
Si  -0.0024  -0.0174  -0.0397
Si  -0.0759  -0.0593  -0.062
Si  -0.0002  0.006  -0.0443
Si  0.0122  0.0357  -0.0426
Si  -0.0605  -0.0468  -0.0114
Si  0.1389  0.2371  -0.0854
Si  -0.0583  0.1722  -0.0087
Si  -0.035  -0.0288  -0.0309
Si  0.0432  0.0456  -0.0643
Si  0.0483  -0.0589  0.0502
Si  0.1352  0.0752  0.0109
Si  -0.0521  -0.0155  0.0163
Si  0.0814  0.0334  0.0463
Si  -0.0427  -0.0833  -0.0384
Si  0.0295  0.0419  -0.0489
Si  -0.0969  0.0063  -0.0276
Si  0.0637  0.029  -0.0012
Si  0.0387  0.0274  -0.039
Si  -0.0553  -0.0439  -0.0086
Si  -0.0293  -0.0029  -0.0276
Si  -0.0532  0.0599  0.0092
Si  -0.0406  0.0132  -0.021
Si  0.0532  0.0063  0.0014
Si  0.091  -0.0133  0.0045
Si  -0.1187  -0.0166  0.023
Si  -0.0223  -0.0296  -0.0126
Si  0.1339  -0.0046  0.033
Si  -0.0249  0.0492  0.0085
Si  0.0381  -0.0679  0.0532
Si  0.0267  -0.0106  -0.0108
Si  -0.0408  0.0433  0.0262
Si  0.0047  -0.0262  -0.0562
Si  0.0574  0.0841  -0.126
Si  0.1454  0.1645  0.065
Si  -0.122  -0.1173  0.0706
Si  -0.1022  -0.0302  0.0715
Si  -0.1425  -0.0844  -0.0134
Si  0.1747  0.1387  0.0059
Si  -0.0912  -0.1015  0.009
Si  -0.0008  -0.0005  0.0057
Si  -0.007  -0.0006  0.0175
Si  0.0004  -0.0011  -0.0024
Si  -0.0087  -0.0077  0.0233
Si  0.0013  -0.016  -0.006
Si  -0.0037  -0.0088  0.0119
Si  -0.0052  0.0136  0.0163
Si  -0.0442  0.0143  0.0094
Si  0.0021  0.0047  -0.008
Si  0  -0.0042  -0.0057
Si  0.0001  -0.0069  -0.0049
Si  0.0162  0.0108  -0.0314
Si  -0.0044  -0.0245  0.0053
Si  0.0015  0.0475  -0.0319
Si  0.0091  0.0007  -0.0021
Si  0.0175  -0.0123  0.0202
Si  -0.0019  0  0.0041
Si  -0.0338  -0.0132  -0.0192
Si  -0.002  0.0009  0.0031
Si  -0.0199  0.0202  -0.0082
Si  0.0111  -0.0012  -0.0205
Si  0.0026  -0.0044  0.0028
Si  0.004  0.0051  -0.0055
Si  -0.0041  -0.0038  -0.0052
Si  0.0065  -0.0023  0.0001
Si  -0.0041  0.012  -0.0114
Si  -0.0102  0.003  0.0075
Si  -0.0141  0.0161  -0.0083
Si  -0.0092  -0.0016  0.0016
Si  0.0083  0.0104  -0.0099
Si  0.0029  0.0004  -0.0029
Si  0.0054  -0.0008  -0.008
Si  0.0056  0.0167  -0.0178
Si  0.0044  0.0013  -0.0009
Si  0.0007  -0.0003  -0.0067
Si  0.0002  0.0035  -0.0414
Si  0.0003  -0.0271  -0.0102
Si  0.0259  0.0105  0.0085
Si  -0.0124  0.0022  0.0087
Si  0.0099  0.0067  -0.01
Si  0.0049  0.0117  -0.0076
Si  0.003  0.0025  0.0058
Si  0.0199  -0.0377  0.0155
Si  0.0088  -0.0006  -0.0017
Si  -0.008  -0.0411  0.0277
Si  -0.002  -0.0277  0.036
Si  0.0027  0.0001  0.0057
Si  0.0043  0.0056  -0.0004
N  -0.0013  -0.0237  0.0105
O  -0.0099  0.0129  -0.0046
O  -0.0192  0.0074  0.0126
O  -0.0279  -0.0075  -0.0059
O  0.0129  -0.0063  -0.011
O  0.0407  -0.0287  -0.0206
O  -0.0016  -0.0047  -0.0084
O  0.0083  0.007  0.0172
O  -0.0272  0.0251  -0.0545
O  0.0033  0  -0.0047
O  -0.0005  -0.0036  -0.0036
O  0.0351  -0.0453  -0.0364
O  -0.0262  0.0081  -0.1634
N  -0.0071  0.0373  0.1039
N  -0.0109  -0.014  0.0446
O  0.001  -0.0075  -0.0041
O  0.0128  -0.0027  -0.0123
N  -0.0459  -0.0301  0.0487
O  -0.0076  0.0107  -0.0144
O  -0.0047  -0.0051  -0.0232
O  0.0045  -0.0003  -0.0033
O  0.005  -0.0012  -0.012
O  -0.0054  0.0007  -0.0059
O  -0.0001  -0.0006  -0.0059
O  -0.0025  -0.004  0.0007
O  -0.0021  0.005  0.0005
O  0.0095  0.0003  -0.0079
O  0.0941  -0.068  0.0634
O  0.0157  -0.0247  0.0001
O  0.0019  -0.0021  0.0069
O  0.0077  -0.0038  0.0168
O  0.0078  0.0267  0.081
O  -0.0135  0.0131  -0.0197
O  0.004  0.003  -0.0068
O  0.0293  0.0138  0.0071
O  0.0142  0.0172  -0.0701
O  -0.01  -0.0006  -0.0064
O  -0.0139  -0.0001  -0.0142
O  0.0055  0.0022  0.0009
O  -0.0018  0.0043  -0.0007
O  -0.0034  0.0052  0.0092
O  -0.0071  -0.0024  0.0099
O  -0.0035  -0.0004  -0.0089
O  -0.0004  0.0062  -0.0039
O  -0.0043  -0.0051  -0.0042
O  0.0104  -0.0194  0.0116
O  0.0038  0.0015  0.0016
O  -0.0501  0.0321  -0.0561
O  0.0036  -0.0058  -0.0064
O  -0.0112  -0.0056  -0.0092
O  0.0012  -0.0071  -0.0054
O  0.0057  -0.0112  -0.0193
O  -0.0027  -0.0019  0.0037
O  -0.0016  0.0091  0.01
O  -0.0008  0.003  -0.011
O  0.0033  -0.0066  -0.0097
O  -0.0023  0.0015  -0.0064
O  0.0029  -0.001  -0.002
O  -0.0066  -0.0024  -0.0078
O  0.002  -0.0031  -0.0096
N  0.0531  -0.0282  0.0997
O  -0.0064  -0.0019  -0.0042
O  0.0403  -0.0632  -0.0927
O  0.0022  -0.0079  -0.0053
O  -0.0019  -0.0028  -0.0005
O  0.0015  0.0009  0.0264
O  0.0211  -0.0215  -0.0531
O  -0.0174  -0.009  -0.0083
O  0.0506  -0.0058  -0.0304
O  0.0075  -0.0131  -0.004
O  0.012  0.008  0.0108
O  0.0025  -0.0087  -0.0103
O  0.0007  -0.0126  -0.0146
O  -0.0084  -0.0278  0.0579
O  -0.0046  -0.0078  -0.0098
O  0.0053  0.011  -0.0053
N  -0.0176  -0.0338  0.0145
O  0.0024  -0.0558  0.0266
O  -0.0387  0.024  -0.047
O  -0.006  0.0063  -0.0014
O  -0.0034  -0.0064  -0.008
O  0.0059  0.0056  -0.0064
O  -0.0023  -0.0011  -0.0019
O  0.0051  0.0025  -0.0035
O  -0.0003  -0.0006  -0.0057
O  -0.0077  0.0014  0.004
O  -0.0019  -0.0014  -0.0102
O  -0.0206  0.008  0.0021
O  -0.0031  -0.0031  -0.0114
O  -0.0025  0.0078  -0.0034
O  0.0402  0.0035  -0.0647
O  0.0056  0.0377  -0.0057
O  0.0024  0.0004  0.0036
O  0.0002  -0.0054  0.003
O  -0.005  0.0041  -0.0028
O  -0.0055  0.0024  0.0159
N  0.0087  0.0031  0.0146
O  -0.0249  0.0091  -0.0032
O  0.0102  0.0034  -0.0177
O  -0.0039  0.0005  -0.0027
O  0.0075  -0.0005  -0.0042
O  -0.0009  -0.0002  0.0081
O  -0.0015  0.0093  -0.0112
O  0.0048  -0.001  -0.0048
O  0.0108  0.0002  0.0049
O  -0.0015  -0.0041  0.0019
O  0.0075  0.0031  -0.0175
N  -0.0408  -0.0418  0.0316

The program warned: the cutoff lies below the one the program advises for these potential files; the exchange-correlation potential is rough where the density is thin.
